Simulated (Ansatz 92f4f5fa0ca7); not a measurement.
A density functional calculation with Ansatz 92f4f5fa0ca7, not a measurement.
Periodic cell of 210 atoms, Si128O78As4, from a study of silicon, its oxide and their interface. The atomic structure is a simulated model.
Doubt: the cutoff is far below the 930 eV that the study's wrapper takes by default for these files, so forces and energies are approximate.
This geometry differs little from another in the collection (a relaxation step or a small displacement).

Settings
functional: PBE
potential files: Ansatz PAW
basis: plane waves
wave-function cutoff: 580 eV
density cutoff ratio: 5
exchange-correlation grid ratio: 1
k mesh: 1 x 1 x 1, Gamma-centred
self-consistency stop: 5e-08 eV per atom in the density residual
occupations: fixed
spin: none
net charge: 0

Cell vectors (angstrom)
a  10.938  0  0
b  0  10.938  0
c  0  0  31.7011

Atoms and the computed forces on them: element, x, y, z (angstrom), force x, y, z (eV/angstrom)
Si  -0.4566  0.5722  24.4152  -0.0081  0.0293  0.0059
Si  6.121  -0.827  24.2406  0.0302  -0.0025  0.0224
As  2.2841  3.1442  24.0898  0.0024  -0.0024  0.0126
Si  8.5601  2.1778  24.4433  0.0044  -0.026  -0.0001
As  0.4112  4.9441  24.0988  -0.0131  -0.0005  0.0017
Si  5.0534  5.8922  24.211  -0.0152  0.0223  0.0091
Si  3.2209  7.5981  24.1194  0.0334  -0.0121  0.0302
Si  7.9478  8.5191  24.4702  -0.014  0.0024  -0.0215
Si  1.3568  1.4799  25.6088  0.0006  -0.0063  -0.0105
Si  6.8143  1.1377  25.5679  -0.001  0.0007  -0.0197
Si  4.0492  4.1142  25.4818  0.0045  0.0011  -0.0136
Si  9.621  4.0077  25.5511  0.0103  -0.0039  -0.0014
Si  1.4414  6.6911  25.4691  -0.001  -0.0055  -0.0085
Si  6.8049  6.796  25.5771  0.012  0.0097  -0.0115
Si  4.1419  9.4233  25.4006  0.0013  -0.0059  -0.0129
Si  9.6453  9.622  25.6247  -0.011  -0.0157  -0.0153
Si  2.7765  -0.0305  26.8124  0.0001  -0.0042  0.0049
Si  8.2307  -0.0478  27.0083  -0.0072  -0.0018  0.0389
Si  -0.0034  2.7375  27.0069  -0.0189  -0.0086  0.0279
Si  5.461  2.6893  26.8275  0.0048  -0.0026  0.0076
Si  2.7728  5.4439  26.9452  0.0275  0.0316  0.038
Si  8.2289  5.4303  26.874  -0.0129  -0.0039  0.0118
Si  0.0749  8.1443  26.8565  -0.0015  0.009  0.008
Si  5.4675  8.1824  26.9431  -0.0027  0.003  0.0349
Si  4.1018  1.3673  28.2829  -0.0278  -0.1574  -0.5412
Si  9.5708  1.3673  28.2829  -0.1234  -0.0402  0.642
Si  1.3673  4.1018  28.2829  0.1305  0.2178  0.433
Si  6.8362  4.1018  28.2829  -0.0067  -0.3138  -0.5486
Si  4.1018  6.8362  28.2829  0.022  0.0159  0.349
Si  9.5708  6.8362  28.2829  0.1177  -0.0774  -0.4677
Si  1.3673  9.5708  28.2829  0.3282  -0.1147  -0.5757
Si  6.8362  9.5708  28.2829  -0.139  -0.3016  0.5082
Si  0  0  29.6501  -0.0861  0.0435  -0.0071
Si  5.469  0  29.6501  0.0441  0.0015  0.0189
Si  2.7345  2.7345  29.6501  -0.0993  -0.0093  -0.0106
Si  8.2035  2.7345  29.6501  -0.0354  -0.0559  0.0469
Si  0  5.469  29.6501  0.0652  0.0318  0.0401
Si  5.469  5.469  29.6501  -0.0749  0.0381  -0.0071
Si  2.7345  8.2035  29.6501  0.036  0.0169  0.0291
Si  8.2035  8.2035  29.6501  -0.1333  0.0128  0.021
Si  1.3673  1.3673  31.0174  0.0711  -0.0271  0.0157
Si  6.8362  1.3673  31.0174  -0.002  -0.0009  -0.0142
Si  4.1018  4.1018  31.0174  0.0561  -0.0448  0.0113
Si  9.5708  4.1018  31.0174  -0.0313  0.0314  -0.0209
Si  1.3673  6.8362  31.0174  -0.0046  0.0552  -0.0229
Si  6.8362  6.8362  31.0174  0.108  -0.078  0.0185
Si  4.1018  9.5708  31.0174  -0.036  -0.0031  -0.0241
Si  9.5708  9.5708  31.0174  0.0355  -0.0497  0.0119
Si  2.7345  0  0.6835  0.0517  -0.0389  0.0082
Si  8.2035  0  0.6835  -0.0838  0.1049  -0.0369
Si  0  2.7345  0.6835  -0.0613  0.0286  0.0144
Si  5.469  2.7345  0.6835  0.0264  -0.0497  0.0244
Si  2.7345  5.469  0.6835  -0.1164  0.1158  -0.0474
Si  8.2035  5.469  0.6835  0.0208  -0.052  0.0149
Si  0  8.2035  0.6835  -0.0047  -0.0358  0.0159
Si  5.469  8.2035  0.6835  -0.0402  0.055  0.01
Si  4.1018  1.3673  2.0507  -0.0645  0.0074  0.0129
Si  9.5708  1.3673  2.0507  -0.0633  -0.1951  -0.0558
Si  1.3673  4.1018  2.0507  0.2103  0.0263  -0.0678
Si  6.8362  4.1018  2.0507  0.0364  0.1262  -0.0016
Si  4.1018  6.8362  2.0507  -0.0641  -0.2043  -0.0471
Si  9.5708  6.8362  2.0507  0.0158  0.0691  0.0076
Si  1.3673  9.5708  2.0507  0.0561  0.0768  0.0134
Si  6.8362  9.5708  2.0507  0.1411  0.0197  -0.0287
Si  0  0  3.418  -0.357  0.1372  -0.2624
Si  5.469  0  3.418  0.2156  0.1471  0.5171
Si  2.7345  2.7345  3.418  -0.1277  0.2417  -0.7398
Si  8.2035  2.7345  3.418  0.1236  -0.0497  0.6333
Si  0  5.469  3.418  -0.018  0.0747  0.6558
Si  5.469  5.469  3.418  -0.1725  -0.1372  -0.7034
Si  2.7345  8.2035  3.418  -0.1907  -0.0645  0.3163
Si  8.2035  8.2035  3.418  0.2623  0.3873  -0.391
Si  1.2446  1.5227  4.6879  0.02  0.0118  -0.0051
Si  6.8588  1.3797  4.8901  -0.0015  -0.0206  -0.0038
Si  4.1239  4.0696  4.7171  -0.0163  -0.0234  -0.0049
Si  9.5653  4.1171  4.8792  -0.0016  0.008  0.0069
Si  1.3504  6.8654  4.8725  -0.0089  -0.0087  -0.005
Si  6.7799  6.8915  4.6647  0.0056  -0.0032  0.002
Si  4.0706  9.5927  4.7934  0.0066  0.0243  -0.0066
Si  9.568  9.5852  4.7987  -0.0105  -0.0155  -0.013
Si  2.5979  0.1328  5.911  -0.0321  -0.027  0.0319
Si  8.3099  0.0373  6.2828  -0.0016  0.0299  -0.0008
Si  0.1096  2.8514  6.3398  -0.0117  -0.0182  -0.012
Si  5.4203  2.7882  6.2112  -0.007  0.0173  0.0158
Si  2.8808  5.4831  6.0876  0.0008  0.0042  -0.0085
Si  8.0391  5.5369  6.0459  0.0143  0.0272  0.0176
Si  -0.0798  8.2372  6.2885  0.0063  0.0117  -0.0007
Si  5.5082  8.2134  6.1062  -0.0175  -0.0254  -0.0191
Si  3.5329  1.7799  7.3144  -0.03  0.0105  -0.0167
Si  10.1134  1.0503  7.5947  -0.0013  -0.0324  0.0168
Si  2.123  3.7643  7.5007  0.0421  -0.0093  0.0105
As  6.3583  4.6065  7.5643  0.0069  -0.0096  -0.0233
As  4.5649  6.4809  7.5065  -0.018  0.0043  0.0092
Si  8.8954  7.3095  7.3475  -0.0561  -0.0321  -0.0895
Si  0.9514  10.1289  7.3218  0.0454  0.0542  -0.0214
Si  7.2651  9.1525  7.4105  0.064  0.0131  0.0105
O  2.3413  4.3524  9.0752  0.0016  0.001  0.0047
O  3.5385  1.0337  8.8187  0.0068  0.004  0.0001
O  6.8229  9.5224  8.9771  -0.0189  -0.0067  0.0114
O  17.173  4.0101  17.5935  0.0002  -0.0012  -0.0025
O  9.7379  1.6603  9.1213  -0.0065  0.0197  0.0075
O  4.2893  9.7174  9.8917  0.0221  -0.0066  0.0069
O  7.7153  2.4593  23.0142  -0.0008  0.0029  -0.0088
O  11.0857  11.2435  22.8779  -0.014  -0.006  -0.0285
O  2.8575  7.9553  22.5022  -0.0131  0.0017  -0.0257
O  5.6336  5.525  22.6696  0.002  -0.0043  -0.0195
O  5.9511  -0.9293  22.569  0.001  -0.012  -0.0235
O  8.5866  7.9844  23.0157  -0.0032  0.0145  -0.01
Si  -1.9044  6.168  12.9862  -0.0014  -0.0026  0.0024
Si  2.3641  -2.8568  13.0852  0.0036  0.0066  0.0031
Si  23.7667  1.1999  16.575  0.0034  0.0106  -0.0032
Si  28.0261  0.6286  19.4243  0.004  -0.0031  0.0129
Si  13.9969  15.4934  10.5319  -0.0126  0.0015  -0.0195
Si  4.8477  6.8661  11.5955  0.0009  -0.004  -0.0025
Si  -4.5503  -5.0475  14.2319  -0.0051  0  0.0036
Si  9.1575  -8.3704  10.3626  0.02  -0.0134  -0.0221
Si  -1.5157  -7.1748  19.4722  -0.0048  -0.0005  0.0039
Si  7.3169  -11.2758  16.8983  0.0058  -0.001  0.0039
Si  -4.7752  -1.7474  21.1603  0.0051  -0.005  0.0238
Si  4.7441  1.0281  16.9316  -0.0017  0.0043  0.0027
Si  11.5823  5.9396  11.7908  0.0057  -0.0139  -0.0041
Si  13.9178  -0.3478  9.5051  -0.0222  -0.0068  -0.0205
Si  19.1808  1.5215  14.7222  0.0052  -0.0014  -0.0019
Si  32.6762  2.1889  13.0754  -0.0035  0.0024  -0.0039
Si  10.3329  0.0028  21.471  -0.0031  -0.0114  0.0274
Si  6.8257  -5.7603  18.5637  -0.006  0.0024  0.0057
Si  7.9491  1.9738  21.4857  0.0116  -0.0109  0.02
Si  1.9364  6.5086  15.6537  0.0002  -0.0004  0.0025
Si  5.8487  -1.4986  10.2815  -0.0106  0.0055  -0.015
Si  12.6254  7.7449  18.3337  0.0011  0.0011  0.0042
Si  10.846  12.1117  18.7285  -0.0004  0.0039  0.0071
Si  11.0887  9.9808  16.8146  0.0004  -0.0012  -0.002
Si  17.7698  1.0867  11.9504  0.0023  -0.001  -0.0014
Si  9.0054  8.269  21.4664  -0.0012  0.0125  0.035
Si  -6.9124  2.4174  12.4304  0.0022  -0.0037  -0.0008
Si  -4.8402  -7.4587  16.0536  0.0012  0.0041  0.0045
Si  -1.6731  -5.1949  10.1205  0.0024  -0.0201  -0.0026
Si  2.5683  7.1169  21.1145  0.0062  0.0018  0.0083
Si  -11.0411  6.25  20.1764  -0.0062  0.0018  -0.0005
Si  -8.9641  21.9963  12.3885  -0.0061  0.0019  -0.0057
Si  13.2061  3.5597  14.5047  -0.0012  -0.0042  0.0069
Si  7.3043  -14.4385  16.5889  -0.0001  0.0007  0.0074
Si  -5.678  6.0937  21.1767  0.0062  -0.0008  0.0123
Si  9.9279  18.4533  15.3879  -0.0042  -0.0034  0.0008
O  13.3713  6.8208  17.1888  0.0013  -0.0019  -0.0015
O  13.5501  7.5627  14.6098  -0.0017  -0.002  0.0016
O  5.4701  7.7203  21.1588  0.0022  0.0007  -0.0012
O  0.2913  -3.9202  18.7895  0.0023  -0.0007  0.002
O  22.7292  0.166  15.8608  -0.0037  -0.0022  0.0009
O  10.2017  -1.8932  15.8494  0.0043  0.0012  0.0038
O  9.8512  2.4641  18.5819  0.0038  -0.0007  0.0035
O  5.6895  4.7179  15.0973  0.0023  -0.0001  -0.0005
O  29.4621  11.7969  13.3777  0.0021  0.0021  0.0097
O  3.651  -5.0421  20.9496  -0.0029  0.0051  -0.0007
O  13.5239  7.9769  19.6956  -0.0023  0.0006  -0.0016
O  4.9834  1.3209  18.5262  -0.0027  0.0013  0.0023
O  7.764  1.865  10.852  -0.0074  0.0012  0.0071
O  3.2875  -21.4795  16.7014  -0.0018  0.0014  0.0016
O  9.3703  -3.4034  13.8385  -0.0005  0.0041  0.0011
O  8.8079  0.5836  21.5213  0.0027  0.0095  -0.0046
O  27.7591  7.8999  10.8582  -0.0008  0.0011  -0.0001
O  8.3934  -6.169  18.7249  0.0035  0.0011  0.004
O  7.4138  0.3112  18.4089  0.0013  0.0012  -0.0039
O  8.3731  0.3383  15.8496  -0.0022  0.0026  -0.0032
O  10.7167  4.6566  19.8798  0.0003  -0.003  0.0038
O  10.224  -0.1363  17.9477  0.0026  -0.0024  -0.0002
O  10.8757  -4.9411  10.3203  0.0034  0.0009  0.008
O  6.6005  1.647  20.6234  -0.0003  -0.0027  -0.0002
O  7.4571  19.9332  16.9756  -0.0016  0.0019  0.0006
O  12.2752  1.5795  18.0641  -0.0021  -0.0028  0.0015
O  -2.4342  6.3663  11.4468  -0.0031  0.0037  0.0103
O  -5.1294  -0.0481  16.3431  -0.0002  -0.0002  0.0012
O  13.0338  2.5448  15.7432  -0.0022  -0.0055  0.0029
O  3.2444  1.042  12.799  -0.003  -0.0011  -0.0014
O  -8.613  5.0241  15.1768  -0.0004  -0.0016  -0.0003
O  6.6533  17.5694  17.8428  0.0027  0.0022  -0.0011
O  1.3087  -1.7854  17.6187  -0.0038  0.0015  0.0008
O  4.2677  16.6228  10.5952  0.0071  0.0038  0.0057
O  3.6439  -3.1469  12.1504  -0.0073  0.0026  -0.001
O  -8.9728  -5.9092  11.6477  -0.0052  0.0068  0.006
O  5.5671  -4.774  12.8702  0.0071  -0.0002  0.0067
O  1.9749  9.6909  8.5764  0.0072  -0.0075  0.0183
O  1.0642  7.4051  12.3619  0.0002  0.004  0.0006
O  6.0903  5.289  20.0233  0.0014  -0.0002  -0.002
O  14.5394  3.0965  11.0072  0.003  -0.0048  0.0098
O  4.8768  2.4141  16.0917  -0.0004  -0.0017  0.0025
O  -3.5173  2.7453  15.4344  -0.002  0.0015  0.0002
O  0.3166  -15.2611  15.5626  0.0018  0.0026  0.0013
O  -4.4825  -3.714  15.1952  0.0002  0.0011  0.0003
O  2.1223  -1.2726  13.1799  -0.0021  -0.0024  -0.003
O  -8.9128  -0.0165  10.7749  0.0023  0.0013  0.025
O  11.9459  -7.6867  13.5205  0.0044  0.0006  0.0019
O  17.2948  -0.3675  11.3605  0.0015  0.0022  0.0011
O  -2.0009  -6.7978  9.8924  -0.0026  0.0085  0.0058
O  -0.6841  9.3179  21.2834  -0.0119  0.0133  0.0086
O  9.4417  -4.0811  20.7788  0.0025  -0.0017  -0.0007
O  10.45  5.3509  12.8351  -0.0033  0.0008  0.0004
O  5.5408  -0.7683  20.0183  0.0056  0.0079  -0.0023
O  0.1981  11.6918  20.2777  0.0018  0.0004  -0.002
O  10.1792  2.63  11.6308  -0.0009  -0.0011  0.0103
O  1.0851  6.461  21.2706  -0.0001  -0.0009  -0.002
O  7.8882  -5.5759  13.8112  -0.0017  -0.0003  -0.0009
O  19.7796  -4.2786  8.871  -0.0047  0.0098  0.0638
O  3.6547  -7.5053  13.6479  -0.0034  0.002  0.0037
O  7.7153  8.9216  20.7286  0.0003  -0.0006  0.0097
O  9.695  -8.8333  14.2704  -0.0073  -0.0026  0.0015
O  16.5372  2.0847  12.3069  -0.005  -0.0004  -0.0009
O  0.5449  -21.1434  12.8371  0.0056  0.0012  -0.0041
O  19.7437  6.8406  16.3548  0.0023  0.0029  -0.0002
O  -2.1834  3.2131  20.8367  0.003  0  -0.0014

Results
free energy: -145156.856 eV
free energy less fixed offsets of As -4856.12, O -568.88, Si -635.61 eV per atom: -1.656 eV

The program warned: the cutoff lies below the one the program advises for these potential files; the forces do not sum to zero within the program's tolerance; the exchange-correlation potential is rough where the density is thin.
